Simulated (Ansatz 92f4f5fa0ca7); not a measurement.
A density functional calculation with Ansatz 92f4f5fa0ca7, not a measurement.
Periodic cell of 158 atoms, Si96O58N4, from a study of silicon, its oxide and their interface. The atomic structure is a simulated model.

Settings: functional r2SCAN; potential files Ansatz norm-conserving; basis plane waves; wave-function cutoff 1300 eV; density cutoff ratio 4; exchange-correlation grid ratio 1; k mesh 2 x 2 x 1, shifted by 0.5 0.5 0.5 of a step; self-consistency stop 5e-08 eV per atom in the density residual; occupations Fermi-Dirac, 0.05 eV; spin none; net charge 0.

Cell vectors (angstrom)
a	10.88	0	0
b	0	10.88	0
c	0	0	22.4881

Atoms and the computed forces on them: element, x, y, z (angstrom), force x, y, z (eV/angstrom)
Si	-0.1485	0.1624	-0.3283	0.0792	-0.1758	-0.8283
Si	3.4096	1.9915	-0.0132	0.1747	-0.1292	-0.7551
Si	0.3323	5.3431	-0.4763	0.4207	0.3711	-0.176
Si	3.3088	7.6832	-0.0716	-0.1033	0.1034	-0.8731
Si	5.6079	-0.0719	0.3704	0.1303	0.1258	-0.9841
Si	8.6249	2.418	-0.1729	-0.1301	-0.4935	-0.2392
Si	5.5166	5.4669	-0.1514	-0.2543	-0.0102	-0.4934
Si	7.6651	8.6138	0.0514	-0.1621	0.4898	-0.698
Si	1.5112	1.1603	1.1743	0.0059	0.003	-0.2633
Si	4.3241	3.8785	1.1712	-0.0903	-0.0506	-0.2859
Si	1.5819	6.6166	1.1256	-0.1448	0.1067	0.0042
Si	4.1426	9.362	1.4165	-0.0708	-0.1101	-0.0239
Si	7.0471	1.4313	1.3913	0.038	0.0581	-0.1769
Si	9.9803	3.8972	0.9479	0.0565	-0.3636	-0.2919
Si	6.6983	6.8915	1.3384	0.2194	0.0345	0.0006
Si	9.6045	9.4876	1.1154	-0.0301	-0.0381	-0.0863
Si	0.2456	2.6239	2.5649	-0.0834	0.2281	0.0634
Si	2.7146	-0.1657	2.6596	-0.0958	-0.0546	0.1332
Si	0.1118	8.0705	2.4587	-0.0202	-0.0853	-0.2522
Si	2.8703	5.259	2.5418	0.1907	-0.0376	-0.0321
Si	5.5832	2.6878	2.7005	0.0951	0.0399	0.1106
Si	8.353	-0.0449	2.6336	0.1948	0.089	0.1232
Si	5.4448	8.0999	2.8224	-0.2311	-0.0919	0.1975
Si	8.0484	5.6276	2.7481	0.0188	0.0703	-0.3735
Si	1.4973	4.0147	3.9773	-0.0242	0.0046	-0.0455
Si	4.1222	1.2845	3.9639	-0.0334	0.0968	-0.08
Si	1.3272	9.4249	4.0049	0.1831	0.0502	0.0407
Si	4.0899	6.6536	4.0483	-0.012	0.0575	-0.0326
Si	6.824	4.0962	4.0799	-0.1563	-0.2726	0.0797
Si	9.663	1.3446	3.9875	-0.0868	-0.1476	-0.0861
Si	6.9139	9.5109	4.0003	0.1589	-0.0073	-0.0591
Si	9.6322	6.8304	3.9471	0.0479	-0.1327	0.0875
Si	0.0688	-0.0044	5.4313	-0.0565	0.0569	-0.093
Si	2.7518	2.6258	5.3859	0.0858	0.0205	0.0073
Si	0.1046	5.4259	5.287	0.0366	-0.1049	-0.091
Si	2.7339	8.0985	5.3377	-0.0826	-0.0933	0.0605
Si	5.4987	-0.0308	5.3259	0.0017	-0.1386	0.1565
Si	8.1995	2.6449	5.3273	-0.0582	0.1828	-0.0443
Si	5.3971	5.3282	5.4734	0.0076	0.1665	-0.0422
Si	8.2887	8.1638	5.3386	-0.1345	0.0717	-0.0138
Si	1.3789	1.3857	6.8556	-0.1174	-0.1275	0.2325
Si	3.9793	3.9794	6.84	-0.0387	0.0193	0.0927
Si	1.3804	6.8042	6.7355	0.0315	0.108	-0.011
Si	4.0821	9.5241	6.6669	0.1289	0.0405	0.0547
Si	6.8104	1.302	6.7549	-0.03	0.1778	0.1174
Si	9.5879	4.0331	6.5646	-0.1281	0.0815	0.0225
Si	6.8388	6.7958	6.5926	-0.0743	-0.0111	0.0913
Si	9.5908	9.5084	6.7673	-0.1065	-0.0434	0.0064
Si	-0.1295	2.8081	8.1826	0.0612	0.1734	-0.0345
Si	2.7596	-0.0385	8.172	0.2931	0.0115	-0.0524
Si	0.0659	8.1841	8.158	-0.0002	0.0768	-0.045
Si	2.548	5.3824	8.1865	-0.2474	-0.1142	0.0639
Si	5.3986	2.6587	8.1633	0.0046	-0.1708	0.0757
Si	8.185	-0.0921	8.1276	-0.0201	-0.0848	-0.2333
Si	5.4472	8.0957	7.9509	-0.1319	0.0997	-0.3057
Si	8.3042	5.4969	7.8459	-0.1048	-0.0294	-0.0185
Si	0.4756	4.8028	9.4325	0.2304	-0.1476	-0.0422
Si	4.0869	1.2358	9.6934	-0.2371	-0.0463	0.1507
Si	1.5577	9.3947	9.5726	-0.1516	-0.0752	0.1498
Si	4.1054	6.7112	9.2767	0.3032	0.0842	0.187
Si	6.9817	4.1219	9.1363	-0.1001	0.427	-0.0972
Si	9.4021	1.3476	9.5113	0.3988	-0.4429	0.3682
Si	6.8114	9.3446	9.3594	0.0696	0.0125	0.3194
Si	9.7009	6.6317	9.366	-0.2211	0.1584	0.22
Si	0.6997	-0.1946	11.3393	-0.2461	-0.2717	-0.125
Si	2.7629	1.9842	11.689	0.0069	0.5751	0.678
Si	0.3963	4.3136	11.6981	0.1703	0.3255	-0.4381
Si	3.0566	8.0362	10.857	0.3801	-0.247	0.37
Si	5.2253	-0.549	10.8287	0.1196	-0.199	0.6901
Si	7.7485	2.5266	10.5895	-0.6496	-0.0058	0.0172
Si	5.8048	5.6499	10.4358	0.1828	-0.0869	0.5753
Si	7.9406	7.8888	10.8782	-0.3046	-0.563	0.5267
Si	5.2446	4.6393	16.1087	-0.1466	0.1899	-0.0826
Si	3.3762	3.3964	14.1624	-0.0401	0.049	0.6448
Si	0.0372	7.9364	18.2151	0.1879	-0.0218	-0.0409
Si	2.0717	6.2265	13.344	0.0701	0.2002	0.0457
Si	5.5331	3.2938	12.208	0.2366	0.2076	-0.0666
Si	8.3898	3.1881	12.6296	0.3338	0.0554	0.716
Si	6.6983	9.4113	13.2585	-0.4019	0.0143	0.4014
Si	9.6145	9.2412	13.1349	0.0162	-0.161	0.4676
Si	-3.3622	4.4573	20.0834	-0.2413	-0.2518	0.0451
Si	6.8823	-1.2	16.2072	-0.1334	-0.0749	0.223
Si	2.774	18.7077	19.3951	0.1946	0.0661	-0.3256
Si	1.229	1.1422	14.0671	0.2983	-0.0191	0.7176
Si	8.7434	0.8897	17.4072	-0.0091	-0.3702	0.0318
Si	9.8597	1.2016	14.5136	-0.2604	-0.0104	0.0197
Si	1.2929	10.0465	16.6022	0.3535	-0.1734	0.0389
Si	5.7298	7.4179	15.1754	-0.141	-0.1068	0.0681
Si	-1.6793	7.1102	20.3252	0.1476	0.5342	-0.2157
Si	2.6988	4.9831	17.9616	0.1255	0.0646	-0.0998
Si	-9.0664	14.0774	20.0808	0.3729	-0.2404	-0.1015
Si	-0.2318	5.1957	17.0755	0.1963	0.2836	-0.0145
Si	-3.0651	3.73	17.8469	-0.2023	-0.1163	-0.6818
Si	11.0997	0.6948	19.2122	0.0079	-0.1032	-0.184
Si	4.2026	9.0143	17.0986	0.1027	0.0523	-0.0209
Si	11.0028	7.483	15.2588	0.0127	-0.1062	0.0279
O	0.458	-0.132	20.6121	-0.23	0.223	0.6515
O	-3.1692	2.1096	17.6358	0.2809	0.2471	-0.0254
O	2.7737	2.3427	-1.4588	-0.2053	0.1721	0.1477
O	1.1347	4.4297	20.8966	-0.2243	0.2583	0.2194
O	-4.2828	9.7963	21.9693	0.2481	-0.3691	0.9895
O	-0.4155	6.6241	21.2595	-0.2085	-0.3278	-0.0221
O	-0.5134	6.04	15.7124	0.2195	0.1138	0.1879
O	-1.2474	8.2312	19.176	-0.0245	-0.4455	0.396
O	4.5817	0.8922	21.9562	-0.3874	0.3134	0.9902
O	2.8697	-1.0934	16.7363	-0.1773	-0.0729	-0.0098
O	6.6016	4.2862	16.8965	0.3145	-0.1225	0.2863
O	8.1017	3.2388	21.0016	-0.0212	0.1349	0.0304
O	2.8427	8.2503	-1.5415	0.0807	-0.2074	0.5756
O	4.3525	6.5254	21.8621	-0.1103	0.1397	0.5691
O	5.4767	10.0123	16.9675	0.0795	-0.2662	-0.1943
O	8.7867	15.7466	1.4923	0.0266	0.0142	0.2993
O	2.8243	3.702	18.925	-0.3767	0.0144	0.2219
O	4.0537	5.1371	17.0978	-0.0354	-0.1503	-0.0751
O	1.5766	3.1779	11.7507	0.2005	-0.2253	0.2322
O	2.9317	-5.9168	13.9257	-0.0994	-0.068	-0.0347
O	-1.1281	4.0352	12.235	0.1792	-0.0614	0.2496
O	0.7848	5.6219	12.5769	0.0401	-0.3002	0.1048
O	2.1391	2.4171	14.6173	-0.0233	-0.2044	-0.3805
O	2.8257	7.1637	12.2455	-0.1255	0.2094	-0.3134
O	4.1078	-1.6727	11.2785	0.1079	0.2439	-0.3529
O	5.9665	-0.3772	12.3095	-0.174	-0.0819	-0.5542
O	6.1564	2.1736	11.1499	0.0262	0.2091	-0.058
O	10.3669	0.7702	10.7596	0.0628	0.0755	-0.1662
O	5.0408	4.7222	11.5555	0.2869	-0.5303	0.0959
O	6.8299	6.6917	11.2396	0.0939	0.2407	-0.6639
O	5.7893	8.1037	13.6974	0.2483	0.2539	0.0182
N	8.1206	8.8268	12.4068	0.0949	-0.2493	-0.6621
O	0.6705	2.2416	19.4485	0.0609	0.0144	0.135
O	-2.3845	5.735	19.8472	-0.0184	0.1326	0.2544
O	4.5833	3.4107	15.2703	-0.1737	0.243	-0.2403
O	5.6977	5.821	15.081	-0.0624	-0.0852	0.1045
O	1.5744	7.1881	14.5683	-0.0482	-0.2298	-0.1887
O	1.3409	4.6673	17.053	-0.2131	0.1448	0.1511
O	6.9879	8.0353	16.0617	-0.278	0.3181	-0.1933
N	4.0383	13.5174	12.7796	-0.1651	-0.2743	-0.6588
O	9.7144	1.2255	16.1433	-0.1462	-0.0289	-0.1649
O	6.8724	3.7122	13.1209	-0.0683	-0.2119	-0.3664
O	8.8401	2.2916	13.8994	-0.1195	0.1023	-0.0873
N	12.6598	0.6788	12.4461	-0.0484	0.2021	-0.5433
O	9.9783	8.0594	14.1713	0.0194	0.2669	-0.2256
O	1.2443	10.7442	15.1308	0.0597	0.2645	-0.1991
O	10.8608	9.4228	12.117	-0.0221	0.279	0.0245
O	-2.7917	7.9246	21.1418	0.2183	-0.3133	0.0031
O	4.0653	8.4473	18.615	-0.3303	-0.0608	-0.0424
O	-12.2205	0.6841	18.7953	0.1391	0.1573	-0.0947
O	10.7829	6.3161	18.2367	-0.0355	0.0408	-0.0776
N	0.28	8.5865	16.6109	0.0431	-0.1176	0.1072
O	-1.4604	11.9663	21.7745	0.2394	0.3649	0.3322
O	1.3652	8.4778	18.9547	-0.1528	-0.1831	-0.0358
O	-1.5128	4.2221	17.3552	-0.3038	-0.176	0.1677
O	2.6633	6.2703	18.9531	-0.1168	-0.0067	0.0054
O	-4.7272	4.9389	20.8894	0.448	0.0973	0.3309
O	0.9697	0.0967	17.8944	-0.2516	0.0992	0.1669
O	8.0247	-0.5343	17.1016	0.1497	0.335	-0.1509
O	6.9134	10.2329	14.6722	0.0606	-0.3458	-0.2101
O	4.3821	7.8379	15.988	0.2182	0.1328	0.0413
O	9.4132	10.6338	13.9185	0.0852	0.0988	0.0407

Results
free energy: -39392.816 eV
free energy less fixed offsets of N -289.75, O -463.61, Si -117.95 eV per atom: -21.236 eV
pressure: -1.35 GPa
stress xx, yy, zz, yz, xz, xy (GPa, positive in tension): 1.29, 1, 1.77, 0.52, -1.47, 0.54
